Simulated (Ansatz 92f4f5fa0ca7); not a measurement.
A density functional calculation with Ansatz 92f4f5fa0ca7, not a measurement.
Periodic cell of 462 atoms, Si286O176, from a study of silicon, its oxide and their interface. The atomic structure is a simulated model.
This geometry differs little from another in the collection (a relaxation step or a small displacement).

Settings: functional r2SCAN; potential files Ansatz PAW; basis plane waves; wave-function cutoff 800 eV; density cutoff ratio 5; exchange-correlation grid ratio 1; k mesh 1 x 1 x 1, Gamma-centred; self-consistency stop 1e-10 eV per atom in the density residual; occupations fixed; spin none; net charge 0.

Cell vectors (angstrom)
a	16.3305	0	0
b	0	16.3305	0
c	0	0	29.9564

Atoms and the computed forces on them: element, x, y, z (angstrom), force x, y, z (eV/angstrom)
Si	0.3529	-0.098	0.0906	0.0011	0.0049	-0.0296
Si	3.0493	2.4574	0.1761	-0.0065	0.0043	-0.0301
Si	-0.3822	5.731	-0.1219	0.004	-0.0025	-0.0304
Si	2.3185	8.5419	-0.0004	0.0016	-0.001	-0.0281
Si	0.0344	10.7359	-0.1964	0.002	0.0017	-0.0278
Si	2.4842	13.9391	0.107	0.003	-0.0027	-0.0308
Si	5.1622	0.19	0.1612	0.0019	-0.0031	-0.0255
Si	7.9652	3.0715	0.234	0.002	0	-0.0267
Si	5.7622	5.3462	0.0856	-0.0018	0.0047	-0.0348
Si	7.9873	8.2705	0.6924	0.0009	-0.0009	-0.0185
Si	5.8413	10.445	0.0755	-0.0011	0.0008	-0.032
Si	8.4502	13.2292	0.0552	-0.0035	0.003	-0.0256
Si	11.1723	-0.2186	-0.0945	-0.0007	0.0035	-0.0271
Si	13.3123	2.8759	-0.0156	-0.0024	-0.0021	-0.0379
Si	11.1107	5.144	0.261	0.0022	0.0003	-0.0288
Si	13.6121	7.8352	0.0567	-0.0065	0.0021	-0.0245
Si	10.6307	10.9858	-0.1493	0.0044	-0.0028	-0.027
Si	13.3474	13.8275	-0.2258	0.0023	-0.0046	-0.0329
Si	1.4731	1.3524	1.5146	0.0014	0.0008	0.0004
Si	4.1498	4.1435	1.3503	0.0015	-0.0002	0.003
Si	1.2371	6.8496	1.2277	-0.001	0.0011	0.0015
Si	4.0224	9.5422	1.3049	0.0004	-0.0003	0.004
Si	1.248	12.2754	1.2165	0	0.002	0.0066
Si	4.0305	14.998	1.5046	0	-0.0004	0.0014
Si	6.7882	1.3875	1.3686	-0.0009	0	0.0019
Si	9.4921	4.1282	1.5939	0.0016	-0.0004	0.003
Si	6.6481	6.7696	1.7388	0.0023	-0.0006	0.0023
Si	9.6308	9.6087	1.5288	0	0.0005	0.0032
Si	6.8372	12.1614	1.3642	-0.0007	-0.0002	0.0017
Si	9.5776	14.9349	1.2372	0.0014	-0.0003	0.0014
Si	12.2412	1.301	1.343	-0.0018	0.0014	0.0026
Si	14.9723	4.0424	1.2231	-0.0007	0.0017	0.0032
Si	12.2404	6.7226	1.545	0.0005	-0.0016	0.0015
Si	14.8606	9.5199	1.1844	0.0004	-0.0016	0.0014
Si	12.2173	12.2356	1.1466	-0.0007	-0.0007	0.002
Si	14.9526	14.9962	1.1584	0.0009	0.0002	0.0034
Si	0.0039	2.7539	2.6723	0.001	0	-0.0014
Si	2.7469	0.0014	2.9137	-0.0002	0.0013	0.0003
Si	-0.0914	8.1915	2.6423	-0.0006	0.0013	-0.0004
Si	2.661	5.4934	2.6099	-0.0008	-0.0008	-0.0027
Si	-0.0714	13.6307	2.6153	0.0007	0.0008	0.0014
Si	2.6765	10.9594	2.6281	-0.0007	0.0007	0.0012
Si	5.4671	2.7638	2.7784	-0.0004	-0.0007	0.0004
Si	8.191	-0.0308	2.634	0.0014	-0.0007	-0.002
Si	5.2345	8.1969	2.858	-0.0022	0.0013	-0.0006
Si	8.156	5.4695	2.9581	0.0006	0.0012	-0.0014
Si	5.4603	13.5702	2.6932	0.0006	-0.0013	-0.0015
Si	8.179	10.9102	2.8383	-0.0005	-0.0016	0.0002
Si	10.8776	2.6455	2.769	0.0012	0.0005	-0.0018
Si	13.652	-0.0156	2.6557	0.0029	-0.0003	-0.0018
Si	10.9248	8.168	2.8278	-0.0004	-0.0011	-0.0018
Si	13.6593	5.3375	2.7695	0.0011	0.0003	-0.0023
Si	10.9119	13.5855	2.6385	0.0009	0.0002	0.0002
Si	13.5716	10.9057	2.5773	0.0005	0.001	-0.0001
Si	1.3499	4.1265	4.0303	0.0003	-0.0021	-0.0005
Si	4.1197	1.4089	4.1645	-0.0006	-0.0012	-0.0019
Si	1.3272	9.5398	3.9928	0.0003	-0.0009	-0.0005
Si	3.9373	6.7857	4.1425	-0.0012	-0.0012	0.0003
Si	1.2963	14.9399	4.0866	-0.0008	-0.0024	-0.0009
Si	4.0545	12.2552	4.055	-0.0005	0.0005	0.0006
Si	6.8006	4.0556	4.2106	-0.0017	0.0001	0.0004
Si	9.5061	1.2999	4.0938	-0.0009	-0.0014	0.0001
Si	6.7572	9.5198	4.1182	0.0002	-0.0002	0.0008
Si	9.5427	6.8489	4.2053	0.0007	0.0008	0.0018
Si	6.8249	14.9627	4.034	-0.0002	0.0008	0.0008
Si	9.5525	12.301	4.1068	0.0022	0.0019	-0.0007
Si	12.2569	4.0185	4.1161	0.0001	0.0011	0.0011
Si	14.9771	1.3715	4.0351	-0.0003	0.0001	0.0006
Si	12.3043	9.5623	4.0744	0.0021	0.0003	0.0017
Si	14.9699	6.7977	4.0775	0.0001	0	-0.0005
Si	12.274	14.949	4.0132	0.0002	0.0004	0.0007
Si	14.9355	12.2501	3.9868	-0.0008	0.0006	0.0009
Si	-0.0158	0.0209	5.4258	0.001	0.0002	0.0007
Si	2.7025	2.7718	5.4363	-0.0001	-0.0011	-0.0005
Si	0.0122	5.4625	5.4442	0.0008	0.0018	0.0009
Si	2.6297	8.1867	5.4639	0	0.0008	0.0006
Si	-0.0193	10.8942	5.3708	0.0008	0.0008	0.0004
Si	2.6968	13.6089	5.431	-0.0006	0.0013	-0.0001
Si	5.4895	0.0041	5.4501	-0.0007	0.0018	0.0001
Si	8.1805	2.6795	5.5011	0.001	-0.0009	-0.0006
Si	5.385	5.4463	5.4753	-0.0006	-0.0003	-0.0024
Si	8.1282	8.1833	5.499	-0.0003	0.0006	-0.0019
Si	5.4111	10.9015	5.4486	-0.0008	0.0006	-0.0001
Si	8.1712	13.6407	5.4487	0.0005	-0.0003	0.0001
Si	10.9037	-0.0409	5.4199	0.0013	-0.0006	0.0002
Si	13.6268	2.6879	5.4651	0.0005	-0.0004	-0.0016
Si	10.914	5.4244	5.478	0.0009	0.001	-0.0002
Si	13.6212	8.1678	5.445	-0.0003	0.0001	0.0004
Si	10.9169	10.9043	5.4221	-0.0002	0.0003	0.0002
Si	13.6181	13.6074	5.3915	0.0007	0	0.0003
Si	1.3416	1.4021	6.7828	-0.0005	-0.0008	-0.0004
Si	4.0542	4.0811	6.8397	0.0013	0.001	0.0009
Si	1.3374	6.8039	6.8486	0.0003	-0.0008	0.0002
Si	4.0637	9.5184	6.8018	-0.0004	-0.001	0.0015
Si	1.3502	12.2246	6.7734	0.0007	0.0002	0.0015
Si	4.07	14.9945	6.7782	0.0008	-0.0002	-0.0001
Si	6.8185	1.3484	6.8595	0.0001	0.0002	-0.0004
Si	9.5353	4.0779	6.8379	0.0005	0.0002	0.0007
Si	6.7702	6.7947	6.8284	-0.0012	0.0002	0.0013
Si	9.5495	9.5422	6.7814	0.0016	0.0008	-0.0004
Si	6.7997	12.2586	6.7912	0.0003	0.0006	0.0001
Si	9.5292	14.9791	6.8143	-0.0006	0.0008	0.0003
Si	12.2473	1.3331	6.803	-0.0007	0.0001	-0.0001
Si	14.9803	4.0902	6.8088	0.0004	0.0005	0.0004
Si	12.2611	6.8028	6.8257	-0.0001	0.0005	0.0006
Si	14.9903	9.5263	6.7834	-0.0004	0.0003	-0.0005
Si	12.2694	12.2661	6.7723	0.0005	0.0005	0.0003
Si	14.9667	14.9784	6.7681	0.0002	0.0008	0.0007
Si	0.0071	2.7487	8.192	0.0007	-0.0007	0
Si	2.7185	0.0613	8.1346	0.0004	-0.0006	0.001
Si	-0.0129	8.1647	8.1852	0.0001	-0.0001	0.0006
Si	2.7117	5.4286	8.201	-0.0001	0.0001	-0.0011
Si	0.0068	13.6163	8.1174	0.0008	0.0002	0.0001
Si	2.7172	10.8826	8.1598	-0.0009	0.0003	0
Si	5.4347	2.7279	8.1961	0	0	0.0005
Si	8.1916	0.0134	8.2002	0.0007	0.0002	0.0003
Si	5.426	8.1564	8.1839	0.0011	-0.0006	-0.0004
Si	8.1417	5.4403	8.191	0	-0.0004	-0.0016
Si	5.4288	13.6252	8.1354	-0.0005	0.0015	-0.0008
Si	8.2014	10.8881	8.1265	-0.0003	0	0.0009
Si	10.9074	2.7202	8.179	-0.0002	-0.0003	0.0001
Si	13.6241	-0.0074	8.1555	0.0006	-0.0003	-0.0003
Si	10.8679	8.1562	8.1667	-0.0005	0.0013	-0.0006
Si	13.6259	5.4484	8.1927	0.0006	0.0016	0.0013
Si	10.9052	13.611	8.135	0.0009	-0.0005	0.0004
Si	13.6182	10.8979	8.1223	-0.0005	0.0001	-0.0001
Si	1.3609	4.0922	9.6014	0.0006	0.0021	0.0006
Si	4.052	1.402	9.5605	-0.001	-0.0002	-0.0004
Si	1.3745	9.5082	9.5195	0.0018	0	0.0003
Si	4.0851	6.7646	9.5472	0.0011	-0.0013	0.0019
Si	1.368	15.0018	9.4595	-0.0005	0.001	-0.0014
Si	4.0899	12.2568	9.5112	0.0017	0.0005	0.0032
Si	6.7904	4.0879	9.574	-0.0006	-0.0005	0.0008
Si	9.5448	1.3879	9.5573	0.0007	-0.0004	0.0012
Si	6.8747	9.4978	9.4818	0.0004	-0.0004	0.0003
Si	9.4967	6.8078	9.5607	0.0008	0.0005	0.0012
Si	6.7801	14.9862	9.4984	-0.0002	0.0012	0.0016
Si	9.568	12.2332	9.4844	0.0001	0.0011	-0.0005
Si	12.2604	4.0801	9.5549	0.0004	0.0011	0.0001
Si	14.9667	1.3752	9.5262	-0.0006	0.0005	0.0002
Si	12.26	9.5276	9.4777	0.0004	0.0005	0.0012
Si	14.9845	6.8047	9.5681	0.0008	0.0018	0.0001
Si	12.256	14.9731	9.4937	-0.0003	-0.0008	0.0009
Si	14.9678	12.2664	9.4806	0.001	0.0004	0.0008
Si	-0.009	-0.0199	10.8475	-0.0005	-0.0001	-0.0019
Si	2.7245	2.7534	11.0001	0.0001	-0.0011	0.0011
Si	0.007	5.4577	10.9752	0.0007	0.0011	0.0006
Si	2.7021	8.098	10.8717	-0.0015	0.0006	0.0009
Si	0.0161	10.915	10.819	0	0.0005	0.0012
Si	2.7345	13.6805	10.8408	0.0007	0.0003	-0.0002
Si	5.3978	-0.0013	10.8766	-0.0011	0.0002	0.0002
Si	8.1548	2.7254	10.9236	0.0016	0.0002	0.0004
Si	5.442	5.4468	10.9706	0.0002	0.0016	0.0011
Si	8.1462	8.1524	10.9802	-0.0001	0.0005	-0.0007
Si	5.5472	10.8841	10.782	-0.0001	0.0019	0.0001
Si	8.2063	13.6327	10.7682	0.0002	0.0004	0.0009
Si	10.9723	0.0533	10.8646	0.0019	0.0027	-0.0002
Si	13.634	2.734	10.9316	0.0002	-0.0006	-0.0009
Si	10.8666	5.4378	10.8974	0.0003	0.0009	0.001
Si	13.6253	8.2131	10.8615	0.0002	0.0002	-0.0016
Si	10.9057	10.8483	10.8649	0.0005	-0.0014	-0.0006
Si	13.5735	13.5903	10.8504	-0.0004	0.0006	-0.0014
Si	1.3586	1.2744	12.2555	-0.0002	0	-0.0019
Si	4.0684	4.1748	12.4067	-0.002	-0.0015	0.0009
Si	1.3319	6.8425	12.3671	-0.0002	0.0005	0.0018
Si	4.2196	9.4212	12.0314	-0.0016	-0.0004	-0.0003
Si	1.3468	12.3261	12.1336	0.0004	0.0012	0.0016
Si	4.0887	14.972	12.2981	0.0004	0.0007	0.0014
Si	6.7393	1.3495	12.2273	-0.0008	0.0005	0.0006
Si	9.5174	4.075	12.3009	0.0001	0.001	-0.0006
Si	6.7815	6.7784	12.4	-0.0005	-0.0007	0.0011
Si	9.5674	9.5265	12.2905	-0.0001	0	0.0028
Si	6.9105	12.2702	12.1332	0.0011	-0.0005	0.0008
Si	9.5796	14.9935	12.0893	0.0017	0	0.0014
Si	12.2942	1.3881	12.321	0.0009	0.0002	0.0025
Si	14.9982	4.0585	12.3332	0.0002	0.0011	0.0014
Si	12.2682	6.8372	12.1788	-0.0006	-0.0001	-0.0003
Si	14.9989	9.5966	12.2085	0.0017	0.0009	0.0024
Si	12.2626	12.1879	12.2312	0.0017	-0.0009	0.0018
Si	14.8936	14.987	12.1853	0.0015	0.001	0.0001
Si	0.0261	2.6106	13.6509	-0.0012	-0.0002	-0.002
Si	2.6641	-0.0867	13.7167	0.004	-0.0003	0.0008
Si	-0.0041	8.3367	13.6672	0.0012	0.0017	-0.003
Si	2.676	5.5555	13.8497	0.0008	0.0015	-0.0044
Si	-0.1336	13.5841	13.5152	-0.001	-0.0025	-0.0009
Si	2.9312	10.9392	13.14	-0.0006	0.0003	-0.0005
Si	5.4115	2.6885	13.6795	0.0021	0.0013	-0.0031
Si	8.2127	-0.0252	13.4318	-0.0004	0.0003	-0.0032
Si	5.3782	8.1866	13.7036	-0.0003	0.0015	-0.0019
Si	8.1703	5.4039	13.7562	-0.0002	-0.0008	0.0005
Si	5.5943	13.6213	13.5231	0.0001	-0.0006	-0.0028
Si	8.2532	10.9862	13.5881	-0.001	0	-0.0013
Si	10.9258	2.7423	13.6778	-0.002	-0.001	0.0013
Si	13.6314	0.0065	13.6939	0.0006	-0.0011	-0.0004
Si	10.9624	8.1608	13.6223	0.0002	-0.0023	-0.0015
Si	13.631	5.5294	13.5725	-0.0003	0.0005	-0.0013
Si	10.8598	13.6035	13.4573	-0.0008	0.0007	-0.0005
Si	13.6822	10.8991	13.6476	-0.0023	-0.0001	-0.0002
Si	1.5619	3.7641	14.9784	-0.005	0.0016	0.0294
Si	3.797	1.5391	14.9883	-0.0017	-0.0037	0.0307
Si	1.6273	9.7922	14.602	0.0016	0.0064	0.0178
Si	3.6019	7.4002	15.1543	-0.0024	-0.0019	0.0335
Si	0.9883	15.025	14.913	-0.0019	-0.0059	0.0294
Si	4.4377	11.9552	14.6161	-0.0015	0.002	0.0212
Si	7.0665	3.7051	15.0247	-0.0016	-0.0019	0.0298
Si	9.3075	1.4683	14.831	-0.0013	-0.0023	0.0241
Si	6.6327	9.832	14.7822	0.0085	-0.0038	0.0223
Si	9.8529	6.5676	14.9382	-0.0054	0.0054	0.0255
Si	7.1939	14.7506	14.8222	-0.0035	0.0036	0.0266
Si	9.4155	12.5639	14.9676	0.0057	-0.002	0.0245
Si	12.0866	4.3989	14.9262	0.0063	-0.0012	0.0243
Si	15.2577	1.0613	15.0874	-0.0015	0.004	0.0297
Si	12.5714	9.3139	14.9313	-0.0017	0.0057	0.026
Si	14.7461	7.0951	14.9416	0.0037	-0.0033	0.0282
Si	12.3641	14.7046	14.8156	-0.0014	-0.0005	0.0254
Si	14.6786	12.5543	15.0508	0.0003	0.0043	0.0327
Si	20.443	5.12	21.4907	0.004	0.0046	0.0114
Si	14.7678	-16.2575	21.5606	0.002	-0.0006	0.0137
Si	-4.2234	7.1791	25.3308	0.001	-0.0094	-0.0348
Si	2.6578	7.7471	27.0086	-0.0042	0.003	-0.047
Si	14.2287	26.6004	21.8695	0.002	-0.0083	0.0066
Si	-10.6646	26.6172	20.908	-0.0036	-0.0004	0.0149
Si	6.5377	12.2348	23.2315	0.0028	-0.0022	-0.0111
Si	19.9654	19.9139	18.8518	-0.0028	-0.005	0.0383
Si	9.1522	1.2419	24.9682	0.0043	-0.004	-0.0367
Si	7.8354	24.1874	23.7123	0.0013	0.0018	-0.0137
Si	10.9244	27.1694	17.1223	-0.0028	-0.008	0.0546
Si	25.8684	5.6083	24.819	-0.003	0.0041	-0.0226
Si	2.8444	-9.9786	17.8297	-0.0047	-0.0067	0.0544
Si	22.3542	9.9192	27.1453	0.0108	0.0004	-0.0504
Si	13.7683	2.4425	26.8077	-0.0041	0.0016	-0.0598
Si	19.6679	26.8213	25.8557	-0.0024	0.0075	-0.0318
Si	0.5205	14.5042	26.1498	0.0054	0.0037	-0.0328
Si	0.1213	1.0472	27.1986	0.0004	-0.0016	-0.0458
Si	6.0253	7.4164	21.475	-0.0016	0.0032	0.0064
Si	-4.8891	8.7535	27.8002	-0.0067	-0.0097	-0.0532
Si	3.7754	12.5338	20.6131	0.0029	-0.0042	0.0149
Si	1.2152	15.8936	21.2431	-0.0023	0.0018	0.0135
Si	15.9299	15.7366	18.9982	0.0018	0.0036	0.0381
Si	13.5517	-4.5144	24.5525	-0.0101	0.0029	-0.0334
Si	30.6726	21.3944	25.2857	-0.0072	0.0044	-0.0266
Si	18.1047	14.0904	23.5617	0.0038	-0.0043	-0.0158
Si	27.8202	17.9661	19.2266	-0.0087	0.0055	0.042
Si	1.2617	11.7748	19.1411	-0.0021	-0.0057	0.0456
Si	16.3855	5.4625	17.0937	0.0037	0.0003	0.0529
Si	33.3461	5.4135	26.8825	0.0004	0.0019	-0.0492
Si	12.5195	11.9547	19.6735	0.005	0.0015	0.0408
Si	18.3119	-9.6226	20.6283	-0.0053	0.0028	0.0251
Si	12.052	0.8304	24.7369	-0.0002	-0.0075	-0.0272
Si	22.2376	19.6313	23.174	0.0015	0.0037	-0.0154
Si	14.8789	-4.0285	27.3581	0.0035	0.0044	-0.0586
Si	-1.3264	13.0473	18.0954	-0.0024	0.0072	0.0569
Si	8.6386	8.6451	16.926	0.0089	0.0089	0.0567
Si	-10.7758	15.0644	19.7494	0.0055	-0.009	0.0383
Si	11.1256	0.1977	16.789	0.0063	0.0053	0.0477
Si	-3.2566	47.3367	23.3848	-0.0035	-0.0002	-0.0087
Si	-8.8903	-11.4253	26.639	0.0038	-0.009	-0.041
Si	7.8555	-1.8482	21.3912	0.0038	-0.0035	0.0112
Si	16.179	20.7692	19.9239	0.0052	-0.0032	0.0367
Si	18.8387	11.442	22.9643	-0.0032	0.0041	-0.0122
Si	18.3016	28.7236	16.2314	-0.0008	-0.0021	0.0505
Si	12.5793	23.9493	22.2857	0.0008	0.0043	-0.003
Si	25.174	-12.6506	22.8871	-0.002	0.0048	-0.0015
Si	18.7875	2.9833	27.2215	0.0035	-0.003	-0.0559
Si	43.3086	11.0625	23.7764	0.0006	0.0032	-0.0125
Si	22.8898	19.3405	17.8718	-0.0029	-0.0013	0.0555
Si	9.4017	6.6349	28.4203	-0.0049	0.002	-0.0546
Si	24.3771	26.8061	25.1526	0.0051	0.0026	-0.0352
Si	17.2431	9.6034	21.0339	-0.0053	-0.001	0.0172
Si	21.8366	2.6377	26.2573	0.0018	-0.0042	-0.0317
Si	7.9508	8.8315	19.7927	-0.0027	0.0074	0.0402
Si	-3.6869	2.1158	22.0198	0.0081	0.0021	0.0074
Si	10.1162	8.8382	21.7151	0.0054	-0.0021	0.0115
Si	-10.9149	23.1629	27.1853	0.0035	0.0075	-0.0452
Si	22.0638	0.1988	17.05	-0.0002	-0.001	0.0552
Si	13.1637	2.3415	16.8696	-0.0049	-0.0054	0.048
Si	6.733	17.1122	21.3938	0.0008	-0.0035	0.011
Si	27.0281	13.447	21.8688	-0.004	0.0026	0.0111
Si	6.5271	16.209	25.5542	-0.0034	0.0015	-0.0331
Si	17.6815	1.7172	19.3542	-0.0033	-0.0043	0.0299
Si	8.6876	19.0326	19.9259	0.0012	-0.0058	0.0291
Si	13.902	4.7858	22.1551	-0.0066	0.005	-0.0017
Si	4.657	30.4254	24.8733	-0.0012	-0.0021	-0.0296
Si	39.7892	15.248	28.1691	0.0009	0.0071	-0.0573
Si	19.4959	13.2439	27.1971	-0.0011	-0.0008	-0.0522
Si	9.2164	17.5974	28.0715	-0.0087	-0.0015	-0.0508
O	-8.199	16.4729	-1.4898	0.0029	0.001	0.0187
O	-6.25	2.4287	-10.8085	0.0057	-0.0026	-0.0122
O	2.3708	3.1537	-1.1307	0.0053	-0.0073	0.0373
O	13.8483	-3.2111	-1.6291	-0.0102	0.0126	0.0343
O	-3.7075	8.2119	-1.1895	0.0182	-0.0063	0.0322
O	7.0021	9.2976	-0.1158	0.0054	-0.0029	0.0232
O	6.1252	18.2463	-7.5969	0.0006	-0.0003	0.0011
O	4.4298	17.1696	-13.6293	-0.0101	0.006	-0.0339
O	-5.4262	6.0837	-4.4146	-0.0001	0.001	0.0128
O	10.8373	10.0202	-7.4073	-0.0013	0.0004	0.0009
O	9.1514	2.3772	-6.1466	-0.0001	-0.0042	0.0087
O	2.8214	11.7195	-3.1837	-0.0007	0.0075	0.0201
O	4.1018	1.3191	-0.3972	0.002	-0.0033	0.0199
O	-8.1032	5.7951	-2.2234	0.0098	0.0108	0.026
O	-6.1713	-3.9357	-6.9695	0.0015	-0.0004	0.0018
O	10.9556	5.4648	-14.4885	0.0009	-0.0013	-0.0133
O	8.8533	2.5955	-1.0517	-0.0067	0.0123	0.0309
O	5.3419	6.0707	-1.3245	0.0032	-0.0142	0.0446
O	9.7439	26.09	-12.6954	0.001	0	-0.0236
O	23.9212	-4.5581	-5.6151	0.0013	-0.0054	0.0094
O	4.9269	26.5803	-3.9529	0.0039	-0.0023	0.0185
O	7.7486	3.4986	-11.0899	-0.0107	0.0021	-0.0239
O	11.2816	7.7896	-8.6216	-0.0017	-0.0019	-0.0018
O	17.5525	9.6517	-0.5401	-0.0027	0.002	0.015
O	12.2557	-1.3368	-0.6441	-0.0026	0.0029	0.0141
O	6.9514	10.1007	-10.0198	0.0049	-0.0034	-0.0112
O	12.1927	4.0312	-0.1808	-0.0029	-0.0017	0.0152
O	10.6324	0.623	-1.4081	0.0097	-0.01	0.027
O	13.6073	13.3901	-5.7691	0.0029	-0.0033	0.0074
O	7.8013	16.7265	-5.2351	-0.003	-0.0009	0.0113
O	14.7657	6.8099	-0.5078	-0.0002	0.0013	0.014
O	23.2113	4.1979	-0.2541	-0.0008	0.0007	0.0106
O	14.1094	17.7871	-7.9302	-0.0029	-0.0005	-0.0027
O	14.0884	15.0903	-7.7543	-0.0012	0.0013	-0.0015
O	17.6935	12.551	-6.7092	0.0001	0.0011	0.0037
O	22.0546	15.6377	-1.0942	-0.0112	0.0097	0.0279
O	5.3144	6.0673	20.9694	-0.001	-0.0021	-0.0039
O	0.6359	14.9927	20.0161	-0.005	-0.0001	-0.0141
O	7.4918	-5.8662	26.6782	-0.0123	-0.0021	0.0243
O	23.6204	4.1307	23.0549	0.0006	-0.002	0.0025
O	12.0181	18.1739	23.4728	-0.0009	-0.0017	0.0073
O	9.501	12.111	29.4153	0	0.0012	0.013
O	2.5785	8.6769	15.3538	-0.0038	0.0016	-0.0128
O	7.8024	1.4095	20.3443	0.0017	0.005	-0.0114
O	2.7205	19.0249	15.466	0.0016	-0.0029	-0.0187
O	3.851	23.3379	16.7365	0.0065	0.0066	-0.0387
O	6.0965	10.9799	22.3108	-0.0004	-0.0004	-0.0018
O	-1.6906	18.1071	16.4609	0.0097	-0.0092	-0.0286
O	6.5275	3.9712	16.5561	0.0071	0.0059	-0.0383
O	12.1427	1.3018	16.1703	0	0.0007	-0.0192
O	12.9013	20.1286	16.2237	-0.0096	0.0136	-0.0277
O	11.6339	-1.8574	22.6883	0.0003	-0.0001	-0.0001
O	8.234	18.9273	15.2931	0.0024	-0.0014	-0.0179
O	8.9791	8.2168	22.6496	-0.0027	0.0015	0.0031
O	11.5588	11.2265	18.5673	-0.0116	-0.0075	-0.0318
O	5.4964	10.9016	15.2986	0.0008	0.0007	-0.0145
O	5.1473	3.1352	18.6224	0.0132	0.0004	-0.0173
O	7.077	14.4968	19.9518	-0.0049	0.0025	-0.0121
O	10.257	12.0819	16.3001	-0.0119	0.0123	-0.03
O	8.2806	13.6675	15.4285	-0.0007	0.0013	-0.0134
O	17.6979	-2.4247	16.0819	-0.0045	0.0151	-0.0268
O	9.4342	-2.1099	21.2261	-0.0015	0.0008	-0.0012
O	11.8216	1.4356	20.7946	-0.0038	0.0007	-0.0184
O	6.5113	-9.0829	23.0149	-0.0004	0	0.0017
O	9.6531	10.4856	24.929	-0.0055	-0.0019	0.011
O	19.4111	10.8236	24.315	0.0032	-0.0073	0.0221
O	16.9926	4.2064	16.2729	0.0103	-0.0123	-0.0335
O	25.4274	3.4503	21.3081	-0.0004	-0.0016	-0.0101
O	21.4621	8.7776	21.2664	0.001	-0.0003	-0.0031
O	5.4608	16.4037	20.6715	-0.0027	-0.0017	-0.0109
O	15.3439	14.6488	17.9591	-0.0037	-0.0074	-0.0188
O	15.2993	6.2964	16.2503	-0.0124	0.0124	-0.0296
O	-1.956	4.6644	23.7067	0.0015	-0.0003	0.0137
O	12.7448	2.3707	18.4532	0.0096	0.0021	-0.0301
O	29.0704	3.7069	21.8317	0.0009	-0.0017	-0.0002
O	1.9598	10.2194	22.09	-0.0005	0.0001	0.0006
O	8.5551	6.8765	24.7501	0.005	-0.0061	0.0092
O	-2.7616	18.7111	28.4078	-0.0026	0.005	0.0475
O	13.5181	6.4311	25.5475	-0.0003	-0.0003	0.0114
O	6.6288	3.5435	27.0146	0.0032	0.0043	0.0125
O	8.7632	23.4725	29.7838	-0.0119	0.0121	0.032
O	5.2537	15.5532	18.2487	-0.0005	0.0127	-0.0368
O	8.646	20.842	25.6287	-0.0095	0.0011	0.0194
O	2.6146	18.6878	18.588	0.007	0.0039	-0.0125
O	10.0224	24.2835	27.7271	-0.001	-0.0051	0.0192
O	3.6727	-4.0445	22.2074	-0.001	-0.0007	-0.0021
O	25.6065	7.3324	16.2533	0.0073	-0.0151	-0.0289
O	16.7374	2.9207	19.8896	-0.0002	0.0012	-0.0104
O	-9.1192	13.3217	22.2771	-0.0014	0.0031	-0.0013
O	15.7579	10.0507	21.431	0.0029	0.001	-0.0031
O	7.4132	9.217	16.063	-0.0156	0.0101	-0.0289
O	8.0168	24.553	18.3267	0.0084	0.0052	-0.039
O	25.49	18.0529	26.5234	0.0001	0.0004	0.0389
O	17.6206	6.4803	17.3732	-0.0061	-0.0021	-0.0199
O	7.5693	-0.4162	22.1067	-0.0029	0.0026	-0.0024
O	17.3261	21.8275	20.2783	-0.0008	-0.0028	-0.0101
O	12.091	-6.1878	16.2506	0.0105	-0.0103	-0.0277
O	25.7298	-7.0255	20.3477	-0.0058	-0.0012	-0.0127
O	38.24	19.283	24.6918	-0.0013	-0.0043	0.0202
O	17.5246	11.1377	15.4926	0.0005	-0.0155	-0.0205
O	1.994	11.9354	17.7461	0.007	0.0067	-0.0404
O	34.7082	14.9677	22.2335	-0.0008	-0.0007	0.0014
O	14.2591	27.3719	23.307	0	0.0026	0.0065
O	5.5104	-5.5885	28.4546	0.0032	0.0044	0.043
O	4.6089	11.2244	20.1035	-0.0014	0.0025	-0.0041
O	-2.772	12.8601	18.806	0.0084	0.0052	-0.0195
O	13.6292	3.9197	26.1737	-0.0017	-0.0095	0.0179
O	0.1328	5.1674	28.3885	-0.0109	0.0045	0.0422
O	16.2529	17.2123	28.8022	0.0031	-0.0114	0.0419
O	26.1301	21.2349	23.38	-0.0004	0.0007	0.0063
O	-1.2013	12.331	16.6314	-0.0007	-0.0069	-0.0458
O	21.7512	15.5043	24.6163	0.0044	0.002	0.0131
O	19.2433	6.163	21.8534	-0.0013	-0.0006	-0.007
O	4.0028	2.8685	26.7792	-0.0112	0.0026	0.0169
O	18.8379	9.1682	26.2668	0.0019	-0.0109	0.0168
O	-0.0642	32.2439	26.5989	0.0013	0.0062	0.0165
O	-3.023	6.2492	21.9163	0.0002	-0.0037	-0.0019
O	3.2326	-11.5449	17.8642	0.001	0.0098	-0.017
O	13.6258	8.1726	15.472	-0.0012	-0.0012	-0.0151
O	15.0728	4.5271	21.0824	0.005	-0.0002	-0.0081
O	18.1435	4.3033	26.5576	0	-0.0005	0.0191
O	2.9603	-8.3796	28.5856	-0.0024	0.0056	0.0408
O	21.7067	29.2362	24.0991	-0.0058	0.0032	0.0103
O	6.2762	5.9278	26.147	-0.0029	0.0041	0.0166
O	15.2957	18.2986	26.5529	0.0018	-0.0014	0.0185
O	3.5192	12.5425	15.816	0.0103	-0.0036	-0.0204
O	7.3652	23.9097	20.6113	0.0037	0.0026	-0.0089
O	10.5076	16.6921	24.8784	-0.004	0.0022	0.0103
O	19.4952	14.1999	24.3321	0.0034	-0.001	0.0096
O	32.1827	-11.0413	25.7837	0.0118	0.0009	0.0195
O	10.6248	21.9832	28.7472	0.0087	-0.0056	0.0314
O	26.0189	0.638	16.2031	-0.0107	0.0078	-0.0281
O	33.8732	10.2142	19.5663	-0.0007	0.008	-0.0146
O	12.018	11.3222	24.5704	0.0041	-0.0002	0.008
O	19.6502	13.3272	28.798	-0.008	0.0079	0.0427
O	16.0945	28.6942	19.0799	-0.0046	0.0025	-0.0166
O	32.6596	16.2064	15.5269	0.0024	-0.0006	-0.0163
O	20.8361	13.9159	20.2072	0.0015	0.0055	-0.0092
O	6.6957	17.7543	17.5136	-0.0044	-0.0057	-0.0204
O	17.6495	23.2252	26.7629	0.0025	0.0005	0.0101
O	3.5481	4.1037	20.375	-0.0012	-0.0069	-0.0213
O	-15.7304	14.6044	24.5343	-0.0046	0.0002	0.0215
O	23.3465	-1.2638	26.5801	0.005	-0.0053	0.0303
O	-0.4323	-2.9959	26.6805	-0.0088	-0.0084	0.0181
O	1.9723	17.167	20.5872	-0.0021	0.0051	-0.0122
O	6.0565	24.6408	27.3749	-0.0006	-0.0019	0.0128
O	16.2907	16.4814	22.073	0.0001	-0.0022	-0.0029
O	0.4414	0.6983	18.4379	-0.0015	-0.0001	-0.0154
O	12.0006	8.4931	26.2877	-0.0037	0.011	0.0304
O	15.6877	11.2646	28.3405	0.0103	-0.0115	0.0326
O	11.2261	16.5752	18.4076	-0.0004	-0.0077	-0.0303
O	13.6273	8.8012	22.0725	-0.0017	0.0022	0.0003
O	18.3018	-2.0901	26.7824	0.005	-0.0026	0.0167
O	11.5886	-1.2231	16.2099	0.0072	-0.0087	-0.0262
O	20.2896	6.9426	26.4925	0.0029	0.0008	0.0158
O	1.1235	-8.3244	21.0288	0.0023	-0.0031	-0.0072
O	12.0324	7.6689	23.8045	-0.0017	-0.0025	0.0164
O	-0.6554	4.8771	18.4351	0.0011	0.0072	-0.0339
O	2.9252	7.0018	19.3187	0.0053	-0.0015	-0.0285
O	31.0407	16.287	19.9355	0.0028	-0.0016	-0.0147
O	2.232	12.5712	20.1534	-0.0076	-0.0045	-0.0147
O	13.3883	27.3293	20.6749	-0.005	0.0058	-0.0134
O	17.7445	15.0795	29.5211	-0.0016	0.0001	0.0175
O	23.7023	25.4994	24.4979	-0.002	0.0023	0.0137
O	4.6615	20.5269	22.6838	0.0003	-0.0019	0.0011
O	12.9737	15.8782	24.4497	-0.0019	0.0058	0.0082
O	14.1565	11.5872	26.0625	0.0094	0.0008	0.0317
O	29.7811	13.5983	15.2906	-0.0047	0.0037	-0.0169
O	22.2195	17.4095	26.4352	0.0017	0.0016	0.0137
O	17.9046	1.6748	26.8253	0.0003	0.0007	0.0218
O	22.8749	-0.7586	16.0533	0.0124	-0.0138	-0.0303
O	28.983	1.5305	26.0637	0.0083	0.0082	0.0227
O	7.7038	13.8567	28.7112	0.0094	-0.0127	0.0296
O	11.552	45.468	20.6528	0.0059	-0.0043	-0.0131
O	11.1051	10.2456	28.3953	-0.0067	0.0128	0.027
O	20.8522	13.731	26.4541	-0.0046	-0.0051	0.0236

Results
free energy: -283322.795 eV
free energy less fixed offsets of O -570.45, Si -639.56 eV per atom: -9.435 eV

The program warned: the cutoff lies below the one the program advises for these potential files; the forces do not sum to zero within the program's tolerance; empty levels may hold ghost states of the PAW files; the exchange-correlation potential is rough where the density is thin.
